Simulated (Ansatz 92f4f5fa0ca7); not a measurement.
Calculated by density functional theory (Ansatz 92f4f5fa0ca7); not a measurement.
Periodic cell of 237 atoms, Si146O90P1, from a study of silicon, its oxide and their interface. The atomic structure is a simulated model.
Doubt: the cutoff is far below the 930 eV that the study's wrapper takes by default for these files, so forces and energies are approximate.
This geometry differs little from another in the collection (a relaxation step or a small displacement).

Settings: functional PBE; potential files Ansatz PAW; basis plane waves; wave-function cutoff 580 eV; density cutoff ratio 5; exchange-correlation grid ratio 1; k mesh 1 x 1 x 1, Gamma-centred; self-consistency stop 5e-08 eV per atom in the density residual; occupations fixed; spin none; net charge +1 e, with a uniform compensating background and no finite-size correction.

Cell vectors (angstrom)
a  11.6015  0  0
b  0  10.938  0
c  0  0  32.0622

Atoms: element, x, y, z (angstrom)
Si  -0.1918  -0.0573  23.2712
Si  3.6647  0.2073  23.0848
Si  7.5562  -0.1347  23.464
Si  1.6962  1.3976  23.4037
Si  5.7282  1.4013  23.1725
Si  9.444  1.23  23.343
Si  0.142  5.3173  23.4484
Si  4.1282  5.2981  23.4201
Si  8.0496  5.5972  23.555
Si  2.1466  6.5609  23.37
Si  5.9997  6.7639  23.5004
Si  10.0062  6.8808  23.616
Si  1.9144  2.6745  25.3925
Si  5.8223  2.6658  25.2464
Si  9.6344  2.6726  25.2565
Si  11.6016  4.0267  25.3856
P  3.9079  3.9872  25.3349
Si  7.7498  4.1046  25.3595
Si  1.9744  8.1587  25.1651
Si  5.7772  8.1832  25.3618
Si  9.713  8.2698  25.4528
Si  11.6397  9.5689  25.2564
Si  3.8657  9.5985  25.0562
Si  7.6961  9.5296  25.4232
Si  11.6596  0.0064  27.1923
Si  3.9069  -0.0595  27.1155
Si  7.7588  -0.0005  27.29
Si  2.0085  1.325  27.3001
Si  5.8171  1.3356  27.2108
Si  9.7003  1.3409  27.211
Si  11.5878  5.4716  27.245
Si  3.8506  5.4196  27.2269
Si  7.7234  5.4648  27.2835
Si  1.9322  6.8192  27.1397
Si  5.7712  6.7984  27.2602
Si  9.6589  6.8276  27.3066
Si  1.9418  2.7231  29.2045
Si  5.8061  2.7232  29.1395
Si  9.6839  2.7298  29.1466
Si  0.0141  4.1009  29.1706
Si  3.8691  4.0757  29.1765
Si  7.7402  4.0912  29.1972
Si  1.9535  8.1802  29.1068
Si  5.7928  8.1796  29.1875
Si  9.6775  8.2102  29.216
Si  0.024  9.5635  29.1347
Si  3.8782  9.5572  29.1083
Si  7.7287  9.5543  29.2027
Si  0.0084  -0.0035  31.0879
Si  3.8635  0.0032  31.0644
Si  7.7303  0.0057  31.1166
Si  1.9331  1.3669  31.1317
Si  5.7978  1.3664  31.0741
Si  9.672  1.3599  31.0869
Si  0.0108  5.4767  31.0979
Si  3.8731  5.4868  31.0952
Si  7.748  5.4735  31.1297
Si  1.9401  6.8464  31.0684
Si  5.8106  6.8351  31.1225
Si  9.6821  6.8428  31.1461
Si  1.9327  2.7566  0.9943
Si  5.7997  2.7542  0.9315
Si  9.6697  2.7343  0.9674
Si  -0.0111  4.1122  0.9631
Si  3.8678  4.1193  0.972
Si  7.7445  4.1126  1.0007
Si  1.9332  8.2217  0.9433
Si  5.7993  8.2329  0.9708
Si  9.6712  8.2276  1.0129
Si  0.0012  9.5944  0.9831
Si  3.8623  9.5944  0.9618
Si  7.7395  9.5848  0.9904
Si  11.6125  0.0411  2.922
Si  3.8579  0.0298  2.9151
Si  7.7425  0.0304  2.9069
Si  1.9368  1.4086  2.9345
Si  5.8133  1.3734  2.8381
Si  9.6637  1.3915  2.9231
Si  11.5666  5.5088  2.8715
Si  3.8794  5.5035  2.9072
Si  7.7401  5.5192  2.9249
Si  1.9153  6.8276  2.8554
Si  5.8117  6.8665  2.8896
Si  9.6622  6.9065  2.9773
Si  1.9139  2.8401  4.8291
Si  5.8374  2.731  4.7484
Si  9.5992  2.8044  4.8342
Si  11.5427  4.1404  4.7819
Si  3.9194  4.1048  4.8219
Si  7.7174  4.2117  4.8892
Si  1.889  8.1528  4.7982
Si  5.8099  8.2657  4.789
Si  9.6628  8.3295  4.9153
Si  11.635  9.6587  4.8864
Si  3.8191  9.4914  4.7877
Si  7.7226  9.6838  4.8913
Si  11.5952  0.2375  6.7784
Si  3.7516  -0.0484  6.6577
Si  7.7115  0.0616  6.9162
Si  2.0473  1.5092  6.7654
Si  5.7109  1.2793  6.6263
Si  9.6439  1.5251  6.8319
Si  11.5249  5.5039  6.7022
Si  3.9811  5.4389  6.7919
Si  7.7372  5.6759  6.8364
Si  1.974  6.6473  6.6531
Si  5.8118  6.9809  6.7497
Si  9.7543  7.0437  6.9184
O  9.9966  7.9732  8.3032
O  7.6613  9.9371  8.2205
O  7.4005  4.7382  8.1694
O  3.3674  10.3526  8.204
O  2.0323  7.5643  8.0202
O  4.001  4.5905  8.2434
O  9.7761  2.454  8.2154
O  2.6134  2.3446  8.122
O  11.3862  4.5729  8.0658
O  5.3589  2.3765  7.8152
O  5.8124  7.9894  8.0813
O  11.3024  10.3171  8.1509
O  11.3022  10.0928  21.7957
O  3.2023  10.7277  21.5186
O  5.7945  7.7215  22.157
O  4.2439  4.3763  22.0403
O  7.6615  9.6747  22.2214
O  10.2999  7.706  22.2136
O  1.602  2.425  22.1111
O  5.9685  2.4066  21.8562
O  8.4459  4.6903  22.2243
O  -0.0972  4.4557  22.0357
O  2.4352  7.257  21.9024
O  9.1299  1.8808  21.8528
Si  1.9131  7.7901  9.6069
Si  5.0499  0.5684  17.6855
Si  2.483  5.4108  14.0137
Si  10.5443  3.8632  14.0364
Si  8.2665  2.3836  15.2504
Si  9.5419  2.2516  20.3209
Si  10.5076  3.6506  9.0758
Si  0.0332  2.3153  11.5642
Si  11.0251  8.1313  15.389
Si  5.1581  6.9288  13.9929
Si  5.7536  2.6161  11.1208
Si  8.586  7.6809  19.3909
Si  8.1094  4.8523  20.638
Si  5.92  9.5786  15.1967
Si  2.1386  7.5975  20.335
Si  1.9149  4.8872  18.7583
Si  4.4883  3.437  18.0114
Si  8.5093  8.9209  16.8129
Si  0.8304  9.4787  13.2961
Si  9.9098  10.6525  11.7247
Si  5.356  3.6896  21.0239
Si  0.5687  5.5167  16.2477
Si  10.7796  9.1532  9.1507
Si  6.5612  8.8844  21.3007
Si  7.1123  7.1122  11.4898
Si  2.6741  0.7357  12.2176
Si  10.8992  8.6804  21.0558
Si  6.0285  4.3254  15.6377
Si  7.0796  0.486  12.9714
Si  4.0592  2.9846  8.5962
Si  0.8742  6.7404  11.891
Si  6.5667  9.0532  9.0772
Si  0.6541  3.3081  21.1285
Si  9.7941  6.5127  12.8842
Si  7.7167  4.5386  9.756
Si  3.9788  10.0681  20.2208
Si  4.2587  3.0336  13.5312
Si  3.8515  10.0165  9.7356
Si  8.0606  0.771  18.0203
O  11.4978  3.2323  12.8917
O  9.3421  4.475  9.8817
O  8.784  3.6123  19.857
O  4.0556  -0.077  18.8145
O  11.3025  4.5358  15.3032
O  9.8496  9.7934  10.3277
O  3.7698  1.5272  13.1394
O  0.6545  9.0558  14.8629
O  6.4821  0.9652  18.3908
O  4.7321  3.1935  19.6205
O  6.248  1.176  11.738
O  0.5448  8.6418  9.8654
O  5.6356  4.3181  17.2385
O  8.4408  7.218  12.3963
O  4.4095  2.6411  10.1561
O  2.0572  5.6317  15.572
O  3.3724  0.0702  10.9122
O  5.8834  7.2148  12.5538
O  2.3201  6.3562  19.3218
O  0.6306  4.9275  17.7669
O  8.4153  10.6942  12.3756
O  5.4709  10.0838  9.6889
O  0.616  8.1478  20.2726
O  9.752  2.6033  14.6707
O  2.0017  10.5884  13.2198
O  9.9479  9.1024  16.1014
O  6.1481  10.3442  13.7717
O  7.4397  1.5977  14.1019
O  1.6441  3.9592  20.0506
O  5.8996  5.7913  14.9266
O  7.3383  8.936  15.6994
O  1.5124  1.6771  11.6093
O  7.1863  8.2923  10.3678
O  4.3301  1.9763  17.2971
O  7.0366  3.1648  10.2868
O  11.5415  7.0061  16.4368
O  8.2936  10.1297  17.8491
O  3.2671  8.5398  10.1005
O  7.5749  3.8327  15.5307
O  3.1155  4.2695  17.8797
O  2.8961  3.8837  13.689
O  1.3346  8.2009  12.4384
O  1.2022  5.6753  13.0597
O  4.9716  8.2986  14.8663
O  11.1641  2.4112  20.3185
O  10.9777  9.9876  12.7574
O  5.2952  3.5699  12.374
O  5.0691  3.2008  14.9311
O  6.4734  4.8113  20.6
O  8.3947  1.5506  16.6408
O  10.4129  1.2387  11.4525
O  10.8689  6.6153  11.653
O  3.2539  8.67  19.8634
O  1.7108  6.4404  10.5139
O  7.1736  8.2326  19.9681
O  8.5052  7.5818  17.7655
O  3.6697  6.4243  13.6151
O  9.5502  4.9639  13.3389
O  5.491  9.9815  20.8101
O  10.3288  7.3633  14.1478
O  8.7646  6.1832  19.9988
O  7.0746  5.7145  10.6643
O  5.2723  10.5382  16.3757
O  9.0566  1.1518  19.2469
O  11.579  3.1602  10.1792
O  9.7616  8.7051  19.8946

Results
free energy: -144757.770 eV
free energy less fixed offsets of O -568.88, P -755.39, Si -635.61 eV per atom: -4.120 eV

Forces (eV/angstrom), in the order of the atoms: element, x, y, z
Si  -0.0104  -0.0164  0.0137
Si  -0.0041  -0.0041  0.0189
Si  0.0037  -0.005  0.004
Si  0.0181  -0.0036  0.0114
Si  -0.0095  0.0023  0.0064
Si  0.0104  0.0171  0.0104
Si  -0.001  -0.0107  0.016
Si  0.0009  0.0061  0.0235
Si  0.0118  -0.0081  0.0173
Si  -0.0074  0.0021  0.0073
Si  -0.0116  -0.0052  0.0093
Si  -0.0081  0.0239  0.0105
Si  0.0003  -0.0058  0.0031
Si  0.0224  -0.0095  0.0047
Si  -0.0028  -0.008  -0.0141
Si  0.0069  0.0043  -0.0047
P  -0.0248  0.0021  -0.0199
Si  -0.0075  0.0058  -0.006
Si  0.0038  0.0044  -0.0007
Si  -0.0046  0.0042  0.0018
Si  0.0044  -0.0017  -0.0053
Si  -0.0019  -0.0007  -0.0034
Si  0.0027  -0.0041  -0.0054
Si  0.0061  -0.0084  0.0032
Si  0.0031  -0.0006  -0.0038
Si  -0.0031  -0.0018  0.0071
Si  0.0013  -0.0024  -0.0034
Si  0.0058  0.0031  0.0001
Si  -0.0069  0.0039  -0.0072
Si  -0.0039  0.0034  0.0029
Si  0.0048  -0.0031  0.0044
Si  0.0083  0.0101  0.0083
Si  -0.0012  -0.0054  0.003
Si  -0.003  -0.0011  -0.0019
Si  -0.0026  0  0.0004
Si  -0.0041  0.0045  -0.0018
Si  0.0002  0.0005  -0.0053
Si  -0.0022  0.0013  -0.0017
Si  0.0003  -0.0036  -0.0002
Si  0.0017  0.0017  -0.0012
Si  -0.0007  -0.0066  0.0007
Si  0.0005  0.003  -0.0042
Si  0.0046  -0.0029  0.0013
Si  -0.0008  -0.0019  -0.0023
Si  -0.0008  -0.0054  0.0014
Si  -0.0025  0.0013  0.0012
Si  -0.0015  0.0056  -0.0068
Si  -0.0009  0.0003  0.0023
Si  -0.0002  0.0005  0.0025
Si  -0.0005  -0.0003  0.0005
Si  0.0008  0.001  0.0002
Si  0.0014  -0.0006  -0.0019
Si  -0.0007  0.0006  -0.0018
Si  -0.001  0.0022  -0.0022
Si  0.0003  -0.002  -0.0016
Si  0.0006  0.0008  -0.0025
Si  -0.0017  -0.001  -0.001
Si  -0.0013  -0.0006  -0.0012
Si  0.0008  0  -0.0011
Si  0.0008  0.0004  0.0028
Si  -0.0007  0.001  -0.0014
Si  0.0006  -0.0003  -0.0026
Si  0.0008  -0.001  0.0001
Si  -0.0006  0.0012  0.0004
Si  0.0001  -0.0006  0.0009
Si  -0.0001  0.0008  0.0011
Si  0.0006  0.0004  0.0002
Si  -0.0001  0.0004  -0.0011
Si  -0.0012  0.0001  0.0012
Si  -0.0005  -0.0006  -0.0008
Si  -0.0001  0.0004  -0.0004
Si  0.0011  -0.001  -0.001
Si  0.0001  0.0001  0.0007
Si  0.0015  -0.0011  -0.0003
Si  -0.0001  -0.0005  0.0003
Si  -0.0005  -0.001  0.0023
Si  -0.0016  -0.0004  0.002
Si  0.0002  0.001  0.0004
Si  0.0009  0.0006  0.0007
Si  -0.0008  0.0011  0.0016
Si  0.0009  0.0009  0.001
Si  -0.0001  -0.0014  -0.001
Si  0.0002  -0.0021  -0.0005
Si  -0.0013  -0.0003  0.0004
Si  -0.0006  0.0013  0.0015
Si  0.0004  0.0007  0.0015
Si  0.0011  0.0002  0.0015
Si  -0.0034  0.0002  0.0005
Si  0.0001  -0.0026  -0.0001
Si  -0.0023  -0.0002  0.0006
Si  0.0018  0.0008  -0.0011
Si  0.0008  0.0007  -0.0007
Si  0  -0.0006  0.0017
Si  0.0004  0.0001  0.0028
Si  -0.0008  0.0002  0.0021
Si  0  -0.0005  0.0019
Si  0.0013  0.0007  -0.0045
Si  0.004  0.0007  -0.0082
Si  0.0013  0.0005  -0.0038
Si  -0.0013  -0.0005  -0.0036
Si  -0.0014  0.0005  -0.0039
Si  -0.0003  0.0002  -0.007
Si  0.0026  -0.0024  -0.006
Si  0.0018  0.0009  -0.0017
Si  0.0027  0.0002  -0.0056
Si  -0.0014  -0.0013  -0.0074
Si  -0.0005  -0.0006  -0.0054
Si  -0.0032  0.0011  -0.0038
O  0.0052  0.0088  0.0048
O  -0.0053  -0.0102  0.0049
O  -0.0006  -0.0053  0.01
O  -0.0013  -0.0069  0.0119
O  -0.0003  0.0069  0.0102
O  0.0002  -0.0057  0.001
O  0.0038  0.0115  0.0053
O  0.0066  0.0051  0.0016
O  -0.0048  -0.0087  0.0064
O  -0.005  0.0074  0.0035
O  0.0035  0.0087  0.0041
O  -0.0073  -0.0113  0.0063
O  -0.0001  -0.0111  -0.0118
O  0.0012  -0.0029  -0.0171
O  0.0038  0.012  -0.0148
O  0.0092  -0.0078  -0.0113
O  -0.0043  -0.0049  -0.0057
O  0.0049  0.0172  -0.0179
O  -0.0093  0.0163  -0.0114
O  0  0.0133  -0.0027
O  -0.0012  -0.0069  -0.0166
O  0.0018  -0.0132  -0.0128
O  -0.0005  0.0041  -0.0347
O  -0.0008  0.0041  -0.0177
Si  0.0018  0.004  -0.0007
Si  -0.0033  -0.0028  0.0002
Si  -0.0011  0.0013  0.002
Si  0.0014  0.0008  -0.0003
Si  -0.0022  -0.0034  0.001
Si  -0.0018  0.0064  0.0124
Si  -0.0018  -0.0009  -0.0059
Si  -0.0013  0.0031  0.0024
Si  -0.0031  0  0.0005
Si  0.0027  -0.0003  0.001
Si  -0.0007  0.0037  0.0016
Si  -0.0014  -0.0017  0.0043
Si  0.0009  -0.0001  0.0089
Si  0.0012  0.0017  0.0036
Si  -0.0098  0.0156  0.01
Si  0.0043  -0.0061  0.0128
Si  -0.0013  0.0026  0.0033
Si  -0.0017  -0.0028  0.002
Si  0.0005  0.0014  0.0023
Si  0.0012  -0.003  0.0016
Si  0.0014  0.0021  0.0193
Si  -0.0005  0.0002  -0.0003
Si  0.0009  -0.001  -0.006
Si  -0.0047  0.0012  0.005
Si  0.0007  0.0016  0.0011
Si  0.0026  -0.0027  0.0004
Si  0.0069  -0.0069  0.0151
Si  -0.0009  0.0005  0.0002
Si  0.0009  0.0017  0.0043
Si  -0.0011  -0.0018  -0.0044
Si  0.0024  0.0007  0.002
Si  0.0017  0.0023  -0.0045
Si  -0.0033  0.0054  0.0108
Si  -0.0017  0.0023  0.005
Si  0.0029  -0.0008  -0.0024
Si  0.002  -0.0002  0.0127
Si  0.0031  -0.0005  0.0032
Si  -0.0004  -0.0022  -0.0025
Si  0.0022  0  0.0002
O  -0.0019  0.0023  0.0016
O  -0.0017  0.0018  -0.0025
O  0.0027  -0.0048  0.0013
O  0.0044  0.0074  -0.0067
O  -0.002  -0.0017  0.001
O  -0.003  0.005  0.0041
O  0.0006  0.0031  -0.0008
O  0.0023  0.0002  0.0013
O  0.0004  -0.0005  0.0024
O  -0.0047  -0.0068  -0.0157
O  0.0023  -0.0033  -0.0028
O  0.0042  -0.0009  -0.0035
O  0.0005  -0.0004  -0.0006
O  0.0028  -0.0009  -0.0013
O  0.0053  -0.0008  0.0044
O  0.0001  -0.0025  -0.002
O  -0.0041  0.0059  0.0028
O  -0.0021  -0.0004  -0.0006
O  -0.0042  -0.0099  0.0032
O  -0.0038  0.0021  -0.0022
O  -0.0037  0.0021  -0.0012
O  -0.0025  0.0014  -0.003
O  0.014  -0.0127  0.0082
O  -0.0016  0.0009  -0.0016
O  -0.0013  -0.0012  -0.0003
O  0.0053  -0.0004  0.0012
O  0.0003  0.0002  -0.003
O  -0.0009  -0.0007  -0.0003
O  0.0096  0.0169  -0.0182
O  -0.0011  0.0004  0.0006
O  -0.0018  0.0005  -0.0012
O  -0.0004  -0.0007  -0.0046
O  0.0017  -0.0058  0.003
O  0.0004  -0.0005  0.0016
O  -0.0026  -0.0031  -0.0026
O  0.0014  -0.0012  0.0009
O  0.0006  -0.0025  0.0027
O  -0.0012  -0.0007  -0.0046
O  0.0001  -0.0007  0.0012
O  -0.0015  -0.0008  0.0071
O  0.0014  0.0008  -0.0031
O  -0.001  0.0016  -0.0014
O  0.0012  -0.0005  -0.0004
O  -0.0019  -0.0009  0.0003
O  0.0019  -0.002  0.0022
O  0.0034  -0.0003  0.0004
O  -0.0013  0.0003  0.0008
O  -0.0034  -0.0003  -0.0008
O  -0.0055  -0.0012  0.003
O  0.0011  0.0061  -0.0063
O  0.0006  -0.0003  -0.0046
O  -0.0012  0.0004  -0.0036
O  -0.0062  -0.0067  0.0065
O  -0.0023  -0.0031  -0.0003
O  0.005  -0.0025  -0.0027
O  -0.0006  0.0032  -0.0074
O  -0.0021  -0.0013  -0.0001
O  0.0008  0  -0.0014
O  -0.0052  -0.0011  -0.0012
O  -0.0007  -0.0022  -0.0023
O  -0.0016  0.0072  -0.0007
O  -0.001  0.0053  0.0002
O  0.0027  -0.0043  -0.0036
O  -0.0062  -0.0073  -0.0061
O  0.005  -0.0049  0.0036
O  -0.0061  -0.0018  -0.0006

The program warned: the cutoff lies below the one the program advises for these potential files; the forces do not sum to zero within the program's tolerance; the exchange-correlation potential is rough where the density is thin.
